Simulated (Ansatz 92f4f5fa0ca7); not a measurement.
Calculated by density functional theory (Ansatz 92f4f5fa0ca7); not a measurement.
Periodic cell of 220 atoms, Si132O88, from a study of silicon, its oxide and their interface. The atomic structure is a simulated model.
This geometry differs little from another in the collection (a relaxation step or a small displacement).

Settings
functional: r2SCAN
potential files: Ansatz PAW
basis: plane waves
wave-function cutoff: 800 eV
density cutoff ratio: 5
exchange-correlation grid ratio: 1
k mesh: 1 x 1 x 1, shifted by 0.5 0.5 0 of a step
self-consistency stop: 1e-10 eV per atom in the density residual
occupations: fixed
spin: none
net charge: 0

Cell vectors (angstrom)
a 10.88 0 0
b 0 10.88 0
c 0 0 31.822

Atoms and the computed forces on them: element, x, y, z (angstrom), force x, y, z (eV/angstrom)
Si 1.4544 1.4369 -0.7177 -0.0261 -0.014 0.025
Si 2.9714 3.222 -0.6144 -0.0087 0.0032 0.0263
Si -0.3193 5.685 -0.4462 0.053 -0.0211 -0.0186
Si 5.2721 10.362 -0.3085 0.0195 -0.0295 -0.0103
Si 6.4858 -2.4025 -1.1905 -0.064 0.0561 -0.0064
Si 7.0728 3.0595 -0.2582 -0.01 -0.0183 -0.0386
Si 5.6859 4.9609 0.0964 0.0138 -0.0311 0.0044
Si 9.3916 8.3482 -1.3863 -0.0057 0.003 0.0304
Si 0.8188 0.8074 1.4195 -0.0131 0.0156 -0.0055
Si 3.9564 4.0409 1.3287 0.0074 -0.0283 -0.0075
Si 1.686 7.1927 1.4513 -0.0169 -0.0613 0.0916
Si 3.9038 9.3363 1.3571 0.025 0.0409 -0.0328
Si 6.4734 1.1309 1.0021 0.0035 -0.0173 0.0362
Si 9.5838 4.2226 1.1943 0.0298 -0.0179 0.0718
Si 6.6148 6.6919 1.3668 0.0087 0.0025 0.0483
Si 10.0195 9.9389 1.3348 0.0139 0.017 0.0331
Si -0.0097 2.7438 2.5492 0.0054 -0.0052 -0.01
Si 2.6652 -0.016 2.6555 0.0118 -0.0052 0.0025
Si 0.0782 8.2913 2.7386 -0.0033 0.005 -0.0188
Si 2.7465 5.5003 2.6795 -0.016 0.0029 0.0021
Si 5.343 2.5863 2.5515 0.0104 0.0014 -0.0244
Si 8.1379 0.0669 2.3999 -0.0041 0.0054 -0.0097
Si 5.3736 8.122 2.7433 -0.0036 0.0099 0.0005
Si 8.2252 5.5274 2.6219 0.0037 -0.0117 -0.0306
Si 1.3709 4.0874 3.9397 0.0095 0.0254 -0.0021
Si 4.0352 1.3495 4.0049 -0.0109 0.0109 0.0213
Si 1.4083 9.5629 4.1393 -0.0163 0.0184 0.0073
Si 4.0721 6.782 4.1212 -0.0052 -0.0096 0.0041
Si 6.7882 4.0449 3.8569 -0.0013 -0.0182 0.0245
Si 9.4374 1.4237 3.904 0.0027 -0.0058 -0.007
Si 6.8537 9.5531 3.8772 0.0104 0 0.0023
Si 9.5762 6.8603 3.9909 -0.001 -0.0004 0.0094
Si -0.0375 0.0805 5.3239 0.0148 -0.0008 0.0014
Si 2.7167 2.753 5.3372 0.0008 -0.0074 -0.0038
Si 0.0373 5.4587 5.3147 0.004 -0.0081 -0.0077
Si 2.7415 8.169 5.4498 0.0062 -0.0124 0.004
Si 5.478 -0.0042 5.2883 -0.0022 -0.0044 -0.0077
Si 8.1207 2.7461 5.3165 0.0003 0.0087 -0.0014
Si 5.4892 5.3923 5.3303 -0.0055 0.0066 0.0014
Si 8.1997 8.2229 5.3045 -0.0068 0.0005 -0.012
Si 1.3542 1.4006 6.6821 0.0009 0.0111 -0.003
Si 4.1021 4.0785 6.7043 0.0072 -0.0065 0.0009
Si 1.3451 6.8254 6.7348 0.0058 0 0.0044
Si 4.1585 9.5401 6.7036 -0.0021 0.0114 -0.0026
Si 6.8079 1.351 6.6982 -0.0054 -0.0022 -0.0009
Si 9.5547 4.0883 6.6358 0.0082 0.0089 -0.0048
Si 6.8709 6.7988 6.6322 0.0061 -0.0081 -0.0024
Si 9.5316 9.5715 6.706 -0.0006 -0.0076 -0.0005
Si -0.003 2.731 8.0407 0.0009 -0.0051 0.0062
Si 2.7497 0.0285 8.008 0.0117 -0.0064 0.007
Si 0.0043 8.2166 8.0904 0.0025 0.0019 0.0012
Si 2.7271 5.4673 8.0316 -0.0128 0.0115 -0.0008
Si 5.451 2.7018 8.0614 -0.0087 0.0124 0.0076
Si 8.2093 0.0342 8.1064 -0.0028 0.0036 0.0025
Si 5.552 8.1745 8.007 -0.0044 0.0017 0.0046
Si 8.2649 5.4797 7.9946 -0.0047 -0.0127 0.0011
Si 1.3303 4.1161 9.357 0.0128 0.018 -0.0008
Si 4.0627 1.3525 9.4262 0.0002 -0.0032 0.0006
Si 1.39 9.6034 9.41 -0.0115 -0.0086 -0.0068
Si 4.1472 6.8423 9.2982 0.012 -0.006 0.0031
Si 6.9565 4.0476 9.2857 0.0006 0.0116 -0.0019
Si 9.6011 1.3767 9.4975 0.0073 0.0047 0.0104
Si 6.8966 9.4899 9.4454 -0.0055 -0.0055 0.0079
Si 9.5485 6.8384 9.4568 -0.0047 0.0031 0.0026
Si 0.1481 0.0907 10.9205 -0.0141 -0.0049 0.0127
Si 2.6797 2.7949 10.703 0.0113 -0.0014 0.009
Si -0.0179 5.4153 10.7891 -0.0028 0.0109 -0.0042
Si 2.7925 8.2149 10.6487 0.0032 -0.0061 -0.0048
Si 5.4904 -0.0309 10.7307 0.0004 0.0045 0.0001
Si 8.2237 2.7505 10.8284 -0.0007 -0.0072 0.0028
Si 5.6257 5.483 10.4914 -0.0213 0.0042 0.0001
Si 8.28 8.2007 10.9172 0.0135 0.0009 0.005
Si 1.3497 1.6569 12.3201 0.0105 -0.0056 -0.0106
Si 4.3631 4.0481 11.7342 -0.0161 0.0085 -0.0138
Si 1.5295 6.7451 11.9185 -0.0017 -0.0279 0.0144
Si 4.1639 9.4594 12.0867 0.0532 -0.0116 -0.0076
Si 6.8354 1.3265 12.1044 -0.0325 0.0008 -0.0281
Si 9.4672 4.152 12.2994 -0.0298 0.0102 0.0099
Si 6.791 6.7288 12.0665 0.0023 -0.0119 0.0055
Si 9.7041 9.6025 12.3167 -0.0055 -0.0042 -0.0052
Si -0.1878 2.8122 13.8188 -0.0009 -0.0093 -0.0415
Si 3.2327 1.0661 13.656 0.0421 -0.0668 -0.0285
Si 0.247 7.9727 13.407 -0.0296 0.0046 -0.0315
Si 3.1044 5.3885 13.0566 0.0743 0.017 -0.0765
Si 5.1877 2.5014 13.3075 0.0059 0.0001 0.0146
Si 8.1452 0.0354 13.5881 0.0058 0.0025 -0.0109
Si 5.3586 7.9936 13.3816 -0.0096 0.0007 -0.0114
Si 7.743 5.2041 13.5673 0.0037 0.0304 -0.002
Si 1.5151 3.92 15.0757 0.0349 0.0077 0.0612
Si 2.8588 1.3789 15.936 0.0141 0.0159 0.0029
Si 1.9406 6.9756 15.5979 0.048 0.0114 -0.0136
Si 4.1044 6.5754 14.7887 -0.0215 0.024 0.0154
Si 6.5337 3.6603 14.9432 -0.0446 0.0262 0.0049
Si 9.0255 1.6629 15.0888 -0.0389 -0.0109 -0.0182
Si 6.7885 9.312 14.6259 -0.0086 -0.0238 0.0063
Si 8.7294 6.795 14.9292 -0.0383 -0.0344 -0.023
Si 3.5463 5.4851 18.9312 0.023 0.0003 -0.0366
Si 0.6609 -0.3986 19.1908 -0.0016 -0.0281 -0.0023
Si 2.6787 8.2688 18.1102 0.0135 -0.0165 -0.0222
Si 7.1739 -1.4359 19.0174 -0.0146 0.011 -0.0318
Si 4.9076 10.2243 17.0962 0.0236 -0.0037 -0.0183
Si 3.6975 -5.5841 21.9997 0.0014 -0.0008 -0.0173
Si 2.7076 1.4469 20.4232 -0.0038 -0.0021 -0.0052
Si -5.2399 18.8132 24.8146 0.0016 -0.0009 0.0008
Si 7.9029 -3.8019 17.5109 -0.0073 -0.0055 -0.0439
Si 12.3797 3.4181 18.9367 0.0104 0.0119 -0.0117
Si -0.5619 1.4154 22.8154 0 -0.0033 -0.011
Si -2.3432 8.3403 25.3192 0.0023 0.008 0.0009
Si 0.2113 1.1155 17.3956 -0.023 0.0106 -0.0461
Si -1.7684 -0.2674 20.8115 -0.0054 -0.0099 -0.0126
Si 4.922 15.9606 24.6956 -0.0054 -0.0145 -0.0012
Si 14.7752 -0.5762 21.9 0.0038 -0.0029 -0.0077
Si 6.1665 4.733 27.2835 0.0034 -0.0109 0.0295
Si -3.1845 13.884 29.3004 -0.0661 0.02 0.0616
Si 5.445 5.3826 16.4012 0.0257 -0.0257 -0.0369
Si 12.0321 9.6163 23.156 -0.0074 0.003 0.0005
Si 9.9777 9.0722 27.6579 0.0023 0.0006 0.0309
Si 11.9811 5.0228 29.6619 -0.0156 0.0124 0.0241
Si -12.357 -13.4957 22.4981 -0.0125 0.0077 -0.0198
Si 7.5897 7.4186 20.2553 0.0056 -0.0093 -0.0092
Si 5.3628 6.7628 29.3126 0.0021 0.0134 0.0325
Si -5.7119 0.019 24.5798 -0.0008 0.0044 -0.003
Si 8.1562 0.5114 24.7925 0.0032 -0.0028 0.0068
Si 1.7808 -1.5514 26.2597 -0.0005 -0.0015 0.0107
Si 5.2244 -3.2123 21.9021 0.0055 -0.013 -0.0246
Si 3.4237 -6.9865 26.7862 0.0005 0.0049 0.0199
Si 2.5679 -4.179 27.8768 -0.0096 -0.0106 0.04
Si 10.5211 2.6656 28.9847 0.0332 0.0213 0.0139
Si 3.6408 0.9597 26.9713 0.0016 0.0032 0.0224
Si 1.4193 3.4465 21.9027 0.004 -0.0037 -0.0099
Si 8.6689 0.934 27.6325 0.0002 0.009 0.0292
Si 14.9166 11.6765 30.0043 -0.0001 0.0201 0.014
O -0.8056 -9.1202 -4.096 -0.0093 -0.0071 -0.024
O -3.1864 1.4398 -2.9986 0.0039 -0.018 -0.0147
O 4.2071 2.3851 -1.3726 -0.0038 -0.0134 -0.0013
O 4.7451 1.0146 -6.0421 0.0045 0.0031 -0.0096
O -1.4457 6.7867 -0.9185 -0.0151 -0.0074 0.0079
O 0.148 12.564 -1.6562 -0.0003 -0.0203 -0.0025
O 2.7995 8.2183 0.8098 -0.016 0.0143 0.0259
O 5.2963 5.5755 -1.3915 -0.0011 0.0123 -0.0072
O 8.579 3.1976 0.4082 -0.0135 0.0267 0.0169
O 9.8593 -1.5341 -0.1977 -0.0002 -0.0022 -0.0093
O 7.913 -2.1087 -1.9139 0.0173 -0.0099 -0.009
O 4.9161 -1.5235 -6.751 -0.007 -0.0015 0.0103
O -1.9915 10.2459 -4.0065 -0.0014 -0.0108 -0.0059
O 15.2253 11.5721 -3.4104 0.0061 -0.0079 -0.0242
O 11.6055 3.8018 -3.1917 -0.0007 -0.0078 -0.0205
O 2.1205 4.8329 18.4668 -0.0075 -0.0039 -0.0042
O 1.2786 5.4543 15.5849 -0.0099 -0.0251 -0.0035
O 2.5114 3.0095 16.0607 -0.035 0.0104 -0.0342
O 4.1113 0.763 16.832 -0.0053 0.0022 -0.0042
O 1.2463 8.1667 14.7006 0.0476 0.0114 -0.0116
O 1.7073 7.4789 17.1091 -0.0251 0.0081 0.0213
O 3.4744 10.3541 13.2927 -0.0281 0.0228 0.0017
O 6.5171 6.5452 16.8378 0.0037 0.0443 0.0379
O 3.9397 4.9196 20.4232 -0.0021 -0.0008 0.0116
O 3.791 -1.8212 17.2394 -0.0138 0.002 0.0163
O 13.269 4.0485 13.7186 -0.0532 0.0276 -0.0037
O 5.9079 9.9523 15.8519 -0.0106 0.0103 -0.0048
O 7.9705 8.2402 15.0194 0.0155 -0.0028 -0.0015
O -2.9735 -0.1603 19.74 0.0061 0.0144 0.0058
O 2.7914 2.4113 19.1301 0.0146 0.0081 0.0012
O -1.1546 1.1294 16.493 0.028 -0.001 0.0296
O -3.126 2.6517 15.5005 0.0564 -0.022 -0.0164
O -0.8279 6.9169 14.0261 0.0052 0.0056 0.0043
O 3.3976 7.1143 19.0176 -0.0043 0.0006 0.0097
O 4.8717 -6.0449 23.074 0.005 -0.003 0.0035
O 8.8265 -3.5776 21.3254 0.0109 -0.0026 0.0203
O 12.6462 9.3186 18.9241 -0.0109 0.0112 0.0209
O 4.632 -5.8279 17.795 -0.0151 0.0014 0.0369
O 4.3123 0.2289 23.2341 -0.0011 0.0055 0.0058
O 0.4543 -10.6776 23.1688 0.0107 -0.0012 -0.0014
O 3.8045 -3.9652 22.0843 -0.0062 -0.0035 0.0064
O 0.4329 2.6646 17.9652 -0.0116 -0.0199 0.0103
O 2.5848 2.3184 21.779 -0.0013 -0.0044 0.005
O -4.8064 7.798 23.2661 0.008 0.0052 0.0038
O 12.3498 11.5694 16.441 -0.018 -0.0192 0.0296
O 2.834 2.3913 27.0039 -0.0057 -0.002 0.0003
O 8.7297 -1.1632 22.1219 -0.0038 -0.0056 0.0082
O 3.7562 4.091 25.2124 0.0051 -0.0037 -0.0112
O 7.318 -7.0056 27.9813 0.0111 0.0147 -0.0727
O 0.2258 2.8439 22.8209 -0.0072 0.0038 0.0062
O 6.173 6.2003 27.9962 0.0153 -0.0086 -0.0166
O 13.0914 4.7692 22.4367 0.0013 0.0048 0.0091
O -2.0973 9.9207 25.0306 0.0029 -0.0054 0.0023
O 3.9172 0.4279 20.6288 -0.0002 0.0007 0.0041
O -0.5931 -1.0447 19.9895 0.0006 -0.0045 0.0155
O 5.8034 10.1363 18.4489 0.0044 0.0054 0.0142
O 7.9792 1.2404 26.2162 -0.0071 0.0002 -0.0153
O 8.0228 -4.4192 19.0042 0.008 0.0043 0.0249
O -1.6393 14.3517 29.5473 -0.0106 0.0001 0.018
O 7.8875 8.7145 17.7058 -0.0015 -0.0115 0.0259
O 11.7092 3.6764 20.4021 -0.0021 0.0002 0.0024
O 9.6121 1.1671 21.359 -0.0066 0.0103 0.0053
O 9.0766 6.5502 16.5202 0.002 0.0108 0.024
O 2.4474 -1.2316 22.1888 -0.002 0.0012 -0.0008
O -3.8713 7.9428 25.6639 -0.0015 -0.0019 -0.0036
O 6.1868 6.8717 20.8806 -0.0073 -0.0091 0.01
O 9.3989 18.8229 26.6312 -0.002 -0.0028 -0.0072
O -1.7489 1.4311 23.9052 0.0032 0.0032 0.0058
O 10.3273 8.5155 29.1265 0.0102 -0.0004 -0.0293
O 13.3955 4.5414 30.3478 0.0072 0.0246 -0.0034
O 2.4624 11.2875 30.2873 0.012 -0.0201 -0.0035
O 2.6264 5.2481 27.1467 -0.007 -0.0037 -0.0138
O 11.7891 6.5552 32.0121 0.0044 0.0233 -0.0406
O 13.1794 7.9049 26.8367 0.0024 0.003 -0.0132
O 0.128 -2.3788 22.5606 0.0032 -0.0032 -0.0002
O 4.6593 -4.2154 25.0812 -0.0053 0.0086 -0.003
O 6.6924 11.1997 24.1504 -0.0058 0.0023 -0.0057
O 8.9793 7.6377 23.9313 0.0026 -0.0055 0.006
O -5.9423 -1.7065 21.4245 -0.0025 0.0061 -0.0077
O 1.6019 -1.6638 24.6571 -0.0027 0.0013 -0.0076
O 1.3294 0.6237 20.2588 -0.0016 0.0066 -0.0043
O 7.0319 -3.105 32.0171 0.0141 -0.0104 -0.0119
O 2.7135 -0.2982 26.631 -0.0075 -0.0002 -0.0082
O 0.3984 -1.1788 26.9773 -0.0053 0.0037 -0.0014
O 3.879 -3.7806 28.7429 -0.0124 0.0006 -0.0202
O 12.2227 6.4424 28.9066 0.0119 0.0144 -0.0359
O 6.248 -6.1103 25.6345 0.0021 0.0078 -0.0159
O 4.789 3.9583 27.6512 -0.0042 0.0016 -0.0063

Results
free energy: -134612.699 eV
free energy less fixed offsets of O -570.45, Si -639.56 eV per atom: 8.821 eV

The program warned: the cutoff lies below the one the program advises for these potential files; the forces do not sum to zero within the program's tolerance; empty levels may hold ghost states of the PAW files; the exchange-correlation potential is rough where the density is thin.
